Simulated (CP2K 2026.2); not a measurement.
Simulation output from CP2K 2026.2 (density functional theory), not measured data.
Periodic cell of 534 atoms, Si358O176, from a study of silicon, its oxide and their interface. The atomic structure is a simulated model.
Doubt: the forces sum to 5.43 eV/angstrom along one axis rather than to zero, so they err by at least 0.0102 eV/angstrom per atom on average; the grid cutoff is modest.

Settings
functional: PBE
method: Gaussian and plane waves
basis set: DZVP-MOLOPT-SR-GTH
pseudopotentials: GTH-PBE
grid cutoff: 350 Ry, relative cutoff 50 Ry
k points: Gamma only
occupations: fixed
spin: none
net charge: 0

Cell vectors (angstrom)
a 16.4025 0 0
b 0 16.4025 0
c 0 0 35.8383

Atoms and the computed forces on them: element, x, y, z (angstrom), force x, y, z (eV/angstrom)
Si 0.036 0.372 0.102 -0.138 0.043 0.107
Si 3.052 2.464 0.218 0.22 0.064 0.167
Si 15.998 5.656 0.259 -0.105 -0.075 0.178
Si 2.924 8.311 35.742 -0.28 -0.248 -0.246
Si 16.223 11.107 35.774 -0.112 0.139 0.206
Si 2.927 13.487 35.663 0.073 0.213 0.304
Si 5.083 0.069 0.16 -0.195 -0.016 0.24
Si 8.053 3.43 35.578 0.031 -0.188 0.025
Si 5.687 5.499 0.108 0.016 -0.432 0.475
Si 8.262 8.224 0.182 0.169 -0.137 -0.118
Si 5.123 11.201 35.832 0.113 0.32 -0.009
Si 8.609 13.376 0.074 0.029 -0.199 -0.075
Si 11.096 16.395 35.715 -0.183 0.129 0.079
Si 14.099 2.481 35.776 -0.08 0.273 -0.104
Si 10.453 5.895 0.157 0.203 0.036 -0.096
Si 13.892 7.953 0.001 -0.038 -0.201 -0.004
Si 10.631 11 35.756 0.038 0.093 0.162
Si 13.927 13.342 0.069 0.213 0.027 0.082
Si 1.408 1.466 1.625 0.062 -0.007 -0.271
Si 4.222 4.105 1.462 -0.143 -0.063 -0.245
Si 1.267 6.591 1.624 -0.166 -0.444 0.085
Si 4.027 9.698 1.424 0.01 -0.095 0.018
Si 1.392 12.287 1.27 -0.007 0.064 -0.382
Si 3.933 14.946 1.464 -0.016 -0.044 -0.287
Si 6.718 1.181 1.44 -0.165 -0.025 -0.104
Si 9.478 4.198 1.432 -0.006 0.052 -0.075
Si 6.789 6.947 1.552 0.085 0.119 -0.145
Si 9.498 9.687 1.507 0.057 -0.123 -0.216
Si 6.831 12.306 1.298 -0.065 0.027 -0.167
Si 9.801 14.94 1.337 -0.012 0.09 -0.073
Si 12.386 1.374 1.264 0.227 0.056 -0.183
Si 14.92 4.049 1.541 0.069 -0.053 -0.199
Si 12.257 6.876 1.372 -0.089 -0.023 -0.282
Si 15.084 9.511 1.325 0.049 0.022 -0.241
Si 12.3 12.167 1.317 -0.112 -0.045 -0.318
Si 15.108 15.071 1.271 0.017 0.047 -0.28
Si 16.388 2.786 2.914 0.03 0.119 0.095
Si 2.665 16.349 2.877 0.041 -0.096 0.211
Si 0.029 8.207 2.793 -0.051 0.123 -0.006
Si 2.714 5.297 2.924 0.05 -0.118 0.113
Si 0.038 13.678 2.681 -0.113 -0.056 -0.017
Si 2.658 10.978 2.795 -0.056 0.039 -0.024
Si 5.504 2.684 2.861 0.146 0.02 -0.034
Si 8.28 16.291 2.668 0.06 0.019 0.019
Si 5.367 8.292 2.821 -0.027 -0.167 -0.023
Si 8.162 5.506 2.876 -0.056 0.136 0.106
Si 5.475 13.656 2.744 -0.038 0.074 -0.083
Si 8.101 10.98 2.823 -0.059 0.083 0.037
Si 10.939 2.729 2.649 -0.044 0.002 -0.083
Si 13.704 16.393 2.7 0.059 -0.008 -0.042
Si 10.928 8.259 2.775 -0.042 -0.028 0.122
Si 13.528 5.44 2.81 -0.042 0.072 0.047
Si 11.051 13.597 2.766 0.034 -0.066 0.091
Si 13.662 10.839 2.715 0.114 -0.019 0.074
Si 1.373 4.025 4.333 -0.046 -0.007 -0.019
Si 4.102 1.314 4.199 -0.038 -0.047 -0.063
Si 1.343 9.582 4.185 -0.039 -0.002 0.008
Si 4.059 6.818 4.176 -0.105 0.059 -0.136
Si 1.309 14.979 4.207 0.087 0.069 -0.072
Si 4.094 12.298 4.145 0.074 0.008 -0.067
Si 6.842 4.079 4.234 -0.063 -0.008 -0.141
Si 9.592 1.328 4.049 -0.002 -0.072 -0.022
Si 6.782 9.581 4.198 -0.021 0.074 0.021
Si 9.571 6.872 4.187 0.012 -0.084 -0.156
Si 6.876 15.007 4.11 -0.056 -0.059 0.021
Si 9.571 12.307 4.134 -0.049 0.059 -0.037
Si 12.205 4.055 4.161 0.084 0.091 0.02
Si 15.02 1.328 4.162 -0.048 0.018 -0.062
Si 12.311 9.555 4.176 -0.022 -0.03 -0.094
Si 15.004 6.813 4.127 0.023 -0.126 -0.115
Si 12.37 15.01 4.12 -0.028 -0.003 -0.005
Si 15.037 12.283 4.059 0.006 -0.027 -0.161
Si 16.392 16.378 11.002 0.008 -0.002 -0.004
Si 2.718 2.716 10.983 -0.006 -0.022 0.005
Si 16.359 5.447 11.011 -0.018 0.052 0.005
Si 2.682 8.162 11.02 0.018 0.007 0.014
Si 16.362 10.878 11.016 0.036 0.013 0.005
Si 2.707 13.621 10.992 0.005 0.012 -0.003
Si 5.459 16.373 10.968 0.017 0.007 -0.013
Si 8.209 2.712 10.985 0.014 -0.015 0.007
Si 5.443 5.432 11 0.018 -0.036 0.002
Si 8.187 8.137 11.001 -0.009 0.015 0.018
Si 5.427 10.887 10.991 -0.021 0.051 -0.015
Si 8.19 13.611 10.988 0.002 0.034 -0.01
Si 10.948 16.378 11.004 -0.001 -0.047 -0.009
Si 13.669 2.721 11.001 -0.026 -0.008 -0.002
Si 10.935 5.439 10.992 -0.003 -0.019 0.008
Si 13.645 8.151 11.009 -0.009 0.019 -0.001
Si 10.926 10.864 11.004 0.014 -0.006 -0.011
Si 13.662 13.617 11.015 0.015 -0.019 -0.017
Si 1.351 1.365 12.359 0.067 0.025 0.016
Si 4.057 4.089 12.371 0.049 0.016 -0.005
Si 1.296 6.813 12.4 0.005 -0.055 -0.003
Si 4.047 9.54 12.371 0.065 0.008 -0.02
Si 1.337 12.251 12.356 -0.021 0.002 -0.017
Si 4.083 15.007 12.322 -0.01 -0.046 -0.009
Si 6.816 1.352 12.321 -0.029 -0.027 -0.019
Si 9.578 4.076 12.357 -0.04 0.01 -0.008
Si 6.819 6.771 12.379 -0.053 -0.011 0.005
Si 9.578 9.467 12.376 -0.007 0.044 0.032
Si 6.811 12.231 12.347 -0.026 -0.057 0
Si 9.575 14.98 12.326 -0.025 0.026 -0.024
Si 12.318 1.359 12.369 0.037 0.02 -0.007
Si 15.005 4.092 12.402 0.016 -0.077 0.02
Si 12.299 6.778 12.39 -0.022 0.004 -0.001
Si 15.01 9.494 12.394 -0.029 -0.001 -0.014
Si 12.313 12.208 12.368 -0.039 0.054 -0.008
Si 15.031 15.002 12.371 -0.012 0 0.01
Si 16.394 2.733 13.751 -0.067 0.006 -0.018
Si 2.743 16.393 13.688 -0.02 -0.007 -0.005
Si 16.342 8.157 13.824 0.012 0.04 0.038
Si 2.644 5.425 13.746 0.007 0.043 0
Si 16.388 13.611 13.726 0.086 -0.063 -0.01
Si 2.658 10.885 13.756 0.01 0.062 0.066
Si 5.463 2.727 13.699 -0.015 -0.034 0.047
Si 8.203 16.379 13.634 0.024 -0.05 -0.009
Si 5.406 8.142 13.699 0.029 0.041 -0.037
Si 8.206 5.4 13.754 0.076 -0.048 0.04
Si 5.421 13.612 13.677 0.003 0.111 0.016
Si 8.171 10.824 13.694 -0.034 0.085 -0.015
Si 10.982 2.761 13.727 -0.034 -0.044 0.033
Si 13.691 16.401 13.734 -0.037 -0.033 0.015
Si 10.923 8.085 13.791 0.025 -0.014 0.012
Si 13.658 5.455 13.812 -0.076 0.043 0.023
Si 10.933 13.59 13.68 0.037 -0.056 -0.026
Si 13.641 10.82 13.774 0.031 -0.006 0.031
Si 1.304 4.087 15.185 0.038 -0.042 0.091
Si 4.101 1.367 15.06 0.019 0.011 0.04
Si 1.274 9.565 15.193 -0.03 -0.042 0.043
Si 3.959 6.858 15.057 0.07 -0.072 0.045
Si 1.376 15.018 15.028 0.028 0.044 0.027
Si 4.033 12.282 15.078 -0.046 -0.047 -0.025
Si 6.825 4.049 15.116 -0.064 0.018 0.029
Si 9.577 1.355 14.969 -0.003 -0.033 -0.003
Si 6.83 9.421 15.063 -0.049 -0.091 -0.048
Si 9.585 6.691 15.197 -0.06 0.077 -0.013
Si 6.839 14.993 14.957 -0.04 -0.035 -0.032
Si 9.578 12.176 15.013 0.022 -0.019 -0.071
Si 12.294 4.112 15.206 0.05 -0.058 0.021
Si 15.068 1.359 15.133 0.102 0.054 -0.005
Si 12.317 9.399 15.176 -0.069 0.052 0.041
Si 15.017 6.776 15.254 0.017 0.01 0.14
Si 12.291 14.99 15.01 -0.002 -0.021 -0.059
Si 15.03 12.214 15.087 -0.047 0.099 -0.014
Si 0.061 16.35 16.449 -0.03 -0.066 0.06
Si 2.68 2.652 16.473 0.072 0.031 0.038
Si 16.393 5.441 16.691 -0.079 -0.013 -0.008
Si 2.598 8.152 16.552 -0.07 0.058 -0.056
Si 16.322 10.945 16.617 0.09 -0.121 0.104
Si 2.714 13.729 16.465 -0.022 0.048 0.104
Si 5.571 0.019 16.328 -0.053 -0.143 0.005
Si 8.278 2.653 16.432 -0.039 -0.033 0.058
Si 5.341 5.478 16.325 -0.017 0.039 0.174
Si 8.119 7.997 16.5 -0.036 0.078 0.254
Si 5.405 10.804 16.298 0.101 0.057 -0.014
Si 8.201 13.594 16.265 -0.058 0.149 0.024
Si 10.909 16.378 16.301 -0.068 0.044 0.072
Si 13.75 2.775 16.504 -0.09 -0.015 0.038
Si 10.935 5.398 16.721 -0.055 0.023 0.117
Si 13.649 8.085 16.713 0.059 0.082 0.04
Si 10.842 10.736 16.414 -0.022 -0.01 0.149
Si 13.658 13.627 16.342 0.047 -0.088 0.051
Si 1.469 1.196 17.917 0.107 -0.153 -0.045
Si 4.025 4.128 17.712 -0.188 0.095 -0.164
Si 1.28 6.881 18.129 -0.007 0.08 0.133
Si 4.005 9.592 17.744 0.106 -0.048 0.006
Si 1.267 12.473 17.894 -0.219 0.296 -0.016
Si 4.283 15.069 17.706 0.007 0.079 -0.303
Si 6.917 1.297 17.79 -0.037 -0.153 0.017
Si 9.495 3.947 18.009 -0.037 0.065 0.238
Si 6.614 6.697 17.88 0.069 -0.128 -0.142
Si 9.521 9.298 17.894 0.107 0.021 -0.258
Si 6.866 12.13 17.517 -0.057 -0.21 -0.003
Si 9.459 15.061 17.619 -0.141 0.044 -0.095
Si 12.279 1.358 17.629 -0.09 0.03 -0.191
Si 15.088 4.003 18.102 0.036 -0.05 0.076
Si 12.372 6.677 18.231 0.13 -0.071 0.017
Si 14.965 9.55 18.104 -0.033 0.095 0.032
Si 12.228 12.228 17.577 0.004 -0.154 -0.264
Si 14.988 15.019 17.723 0.204 -0.207 -0.238
Si 0.077 2.446 19.326 -0.15 0.015 0.227
Si 3.28 0.157 19.189 0.082 0.2 0.207
Si 16.346 8.318 19.711 0.13 0.069 0.112
Si 2.73 5.387 19.322 0.113 -0.201 0.191
Si 16.098 13.759 19.348 -0.008 0.213 0.342
Si 2.836 11.17 19.004 -0.003 -0.018 0.272
Si 5.77 3.066 18.827 -0.033 -0.193 0.311
Si 8.259 16.307 19.275 0.1 -0.103 0.265
Si 5.205 8.191 19.184 -0.164 0.007 0.304
Si 7.437 4.76 19.113 -0.078 -0.05 -0.56
Si 5.706 13.603 18.814 0.159 -0.06 0.23
Si 8.093 10.798 19.005 -0.021 -0.097 0.134
Si 11.043 2.513 19.211 0.087 0.145 0.08
Si 13.567 16.365 18.916 -0.109 0.053 0.103
Si 10.877 8.032 19.505 0.049 0.273 0.167
Si 13.791 5.237 19.775 -0.013 -0.12 0.125
Si 10.827 13.616 18.755 0.249 0.075 0.222
Si 13.34 10.97 19.181 0.06 0.166 0.286
Si 1.723 3.609 20.579 -0.117 -0.093 -0.055
Si 4.403 1.945 20.379 0.491 0.421 -0.054
Si 1.412 10.213 20.525 -0.008 -0.122 -0.358
Si 4.139 6.708 20.734 -0.205 0.214 -0.456
Si 0.103 15.008 21.423 -0.126 0.024 -0.808
Si 4.239 12.619 20.294 0.006 -0.105 0.03
Si 7.052 5.364 21.33 0.376 -0.235 -0.293
Si 10.055 0.866 20.552 -0.07 -0.321 0
Si 6.939 9.214 20.395 -0.189 0.572 -0.621
Si 8.693 7.036 21.233 0.278 -0.085 0.248
Si 7.34 14.373 20.332 0.112 0.152 0.035
Si 9.578 12.212 20.077 -0.273 -0.058 0.48
Si 12.622 3.294 20.855 0.021 0.081 -0.11
Si 14.836 1.085 20.495 0.129 0.141 0.03
Si 11.726 9.985 20.646 -0.156 0.248 -0.166
Si 15.091 6.719 21.364 0.03 -0.11 -0.417
Si 12.106 15.006 20.099 -0.225 -0.068 0.45
Si 14.158 12.775 20.491 -0.457 -0.166 -0.166
Si 3.065 15.417 21.225 -0.093 -0.147 -0.319
Si 7.785 3.742 23.877 -0.009 -0.053 0.214
Si 0.7 4.902 23.209 0.179 -0.001 0.278
Si 1.522 6.583 27.224 0.073 0.064 0.192
Si 0.332 4.24 25.984 0.062 0.023 0.216
Si 2.42 8.587 22.676 0.235 0.007 0.145
Si 5.107 0.63 23.002 0.028 0.107 0.129
Si 4.476 0.519 25.81 -0.03 0.072 0.168
Si 10.446 2.649 22.999 -0.004 -0.164 -0.031
Si 7.401 9.033 22.688 0.005 0.27 0.557
Si 7.301 0.735 24.842 0.202 -0.219 0.29
Si 5.857 13.254 22.573 -0.08 0.035 -0.188
Si 11.866 2.684 27.635 -0.168 -0.116 -0.061
Si 14.443 7.209 29.265 0.088 -0.079 0.02
Si 10.68 12.211 25.421 0.118 0.213 0.115
Si 11.518 9.099 25.655 -0.047 0.278 0.051
Si 13.284 8.647 23.099 -0.125 0.033 0.053
Si 16.156 12.187 22.352 -0.108 -0.262 0.072
Si 15.524 14.457 26.612 -0.178 0.077 0.005
Si 4.266 13.816 27.674 0.006 -0.024 0.141
Si 0.492 5.563 29.711 0.172 -0.163 0.02
Si 2.94 4.993 25.347 0.057 -0.058 0.186
Si 16.22 9.629 23.892 0.02 -0.082 0.488
Si 2.145 14.641 26.044 -0.082 0.068 0.12
Si 3.734 9.863 25.178 -0.012 0.298 0.4
Si 8.772 8.593 26.855 0.117 0.148 0.181
Si 5.979 5.157 25.948 -0.004 -0.161 0.149
Si 10.814 13.443 31.278 -0.066 -0.023 -0.258
Si 3.973 12.902 24.834 -0.029 -0.093 0.243
Si 10.494 0.833 25.483 -0.123 -0.288 0.142
Si 5.662 9.766 30.805 -0.267 -0.028 -0.3
Si 14.731 2.555 27.862 -0.01 -0.022 0.075
Si 12.434 14.661 26.035 0.029 -0.094 -0.004
Si 1.095 9.567 26.708 0.091 -0.036 -0.003
Si 15.621 11.682 27.832 -0.051 0.007 0.079
Si 12.477 14.574 29.152 -0.12 0.04 -0.03
Si 4.57 0.3 28.606 -0.121 0.1 0.07
Si 5.897 2.134 30.478 0.001 -0.021 -0.007
Si 14.648 12.615 30.436 -0.066 0.054 -0.04
Si 1.461 4.29 33.989 -0.014 -0.203 0.012
Si 8.427 11.55 27.094 0.04 0.136 0.108
Si 2.7 8.867 31.38 -0.1 -0.081 -0.353
Si 6.173 8.215 25.258 -0.09 0.063 0.35
Si 9.947 2.051 33.753 0.006 -0.201 -0.27
Si 7.256 7.553 29.372 -0.01 0.127 0.032
Si 6.696 4.774 29.048 -0.043 -0.103 0.072
Si 3.258 0.893 31.236 0.033 0.177 -0.119
Si 8.121 11.767 24.14 0.175 0.133 0.351
Si 12.958 3.102 30.161 0.062 -0.081 0.212
Si 11.822 5.426 28.959 0.077 -0.086 0.008
Si 0.042 7.896 31.324 -0.116 0.005 -0.187
Si 14.908 16.16 29.11 -0.067 0.04 0.057
Si 13.38 9.66 28.144 0.053 0.196 0.117
Si 1.697 3.535 31.223 0.051 -0.07 -0.183
Si 8.159 0.761 31.94 -0.048 -0.138 -0.288
Si 1 9.425 33.696 -0.07 -0.03 -0.437
Si 7.827 14.31 31.264 0.163 0.065 -0.103
Si 1.748 15.599 33.546 0.073 -0.006 -0.135
Si 6.301 12.443 29.362 0.025 0.059 -0.066
Si 5.127 6.919 34.175 0.471 0.041 -0.556
Si 11.081 5.885 33.014 -0.026 0.013 -0.112
Si 6.329 8.961 33.831 0.229 -0.344 0.053
Si 6.959 15.228 33.873 -0.031 -0.01 -0.198
Si 12.76 14.793 33.476 -0.038 -0.068 -0.174
Si 12.467 10.723 30.956 0.092 0.246 -0.225
Si 12.744 3.457 33.091 0.078 -0.067 -0.075
Si 11.947 8.937 33.571 -0.002 0.076 0.082
Si 3.313 5.845 32.294 -0.119 -0.246 -0.345
Si 9.251 5.871 30.386 -0.107 -0.027 0.08
Si 15.42 15.129 31.918 -0.123 -0.073 -0.324
O 1.193 0.132 34.766 0.025 0.17 0.284
O 15.288 1.408 35.305 0.03 -0.158 0.386
O 2.379 3.178 34.743 0.043 -0.077 -0.042
O 4.076 1.287 35.433 0.125 -0.08 0.101
O 0.215 4.744 34.889 -0.009 0.003 -0.214
O 2.347 5.603 33.6 -0.065 0.246 0.118
O 2.417 13.407 24.986 -0.188 0.022 -0.27
O 4.015 9.583 30.717 0.043 -0.189 -0.17
O 15.152 12.322 35.514 -0.18 -0.128 0.058
O 0.204 10.759 34.173 -0.156 0.061 0.148
O 2.442 14.279 34.257 0.217 -0.242 0.122
O 8.271 15.862 30.957 0.163 0.188 0.18
O 7.481 0.279 33.347 0.094 -0.042 0.29
O 5.605 15.544 34.711 0.025 0.022 -0.156
O 7.395 2.001 0.17 0.153 0.028 0.085
O 8.247 4.732 29.676 0.106 -0.109 -0.116
O 2.597 6.902 0.659 0.158 0.48 -0.117
O 6.889 4.538 35.269 0.036 0.021 0.018
O 6.31 9.329 32.229 0.176 -0.327 0.009
O 9.197 13.436 31.524 0.038 -0.236 -0.02
O 5.645 10.271 34.575 -0.169 -0.108 0.148
O 4.08 12.366 35.184 0.356 -0.175 0.467
O 9.579 12.19 35.168 -0.139 0.295 0.361
O 8.046 14.436 34.783 -0.258 0.002 -0.189
O 10.684 5.292 34.478 -0.196 -0.062 0.44
O 9.983 0.961 34.972 0.08 -0.264 -0.066
O 13.771 3.269 34.341 -0.13 -0.298 0.199
O 9.953 5.55 31.84 0.069 -0.062 0.267
O 9.392 7.099 35.621 0.251 -0.277 0.316
O 11.265 7.505 33.155 0.045 0.148 0.22
O 14.955 6.741 35.38 -0.069 0.265 0.593
O 13.306 8.607 34.427 0.369 0.234 0.128
O 11.061 9.967 34.513 -0.137 0.299 0.036
O 13.449 13.371 29.64 -0.058 -0.072 0.022
O 13.32 13.59 34.395 0.098 -0.132 0.421
O 12.053 15.872 34.463 -0.126 0.304 0.188
O 3.066 2.718 20.984 0.1 0.223 -0.502
O 1.024 3.812 22.063 -0.021 0.092 -0.319
O 4.044 11.313 24.511 -0.128 -0.155 -0.221
O 5.307 1.657 21.753 -0.05 -0.102 -0.135
O 2.169 5.343 23.907 -0.149 0.248 -0.278
O 0.802 8.608 23.046 -0.069 -0.108 -0.197
O 5.507 6.009 21.407 -0.005 -0.297 0.366
O 3.063 7.293 21.896 0.111 -0.224 -0.094
O 3.254 13.792 20.958 -0.265 0.058 0.33
O 1.533 15.74 21.695 0.038 -0.192 0.095
O 1.948 3.835 26.017 0.189 0.079 -0.031
O 0.049 13.789 22.563 0.125 -0.073 0.118
O 7.207 4.114 22.39 -0.494 -0.184 -0.005
O 9.611 1.706 21.929 -0.045 -0.087 0.065
O 11 1.66 24.175 0.269 0.102 -0.329
O 9.418 3.718 23.708 -0.083 0.202 0.01
O 7.135 12.794 23.419 0.005 0.155 0.101
O 7.999 7.937 20.024 0.322 -0.181 -0.089
O 8.672 7.967 22.595 0.075 -0.052 -0.084
O 10.221 6.886 20.614 0.018 0.047 -0.108
O 4.41 1.31 24.363 0.129 -0.175 -0.259
O 6.34 14.53 21.658 -0.165 -0.097 0.244
O 8.555 13.322 20.866 -0.264 0.097 0.003
O 10.593 11.205 20.996 -0.014 -0.298 -0.572
O 11.216 10.671 25.298 -0.244 -0.076 0.026
O 12.965 6.602 28.917 0.026 -0.136 0.108
O 13.788 2.14 21.289 -0.162 0.234 -0.218
O 15.397 16.263 21.507 -0.012 -0.328 0.074
O 12.316 8.381 24.406 -0.179 -0.276 0.051
O 12.45 9.603 22.079 0.089 -0.077 0.1
O 16.22 4.213 24.426 0.093 -0.209 -0.197
O 13.81 7.313 22.276 0.137 -0.027 0.02
O 13.026 13.932 21.005 0.42 -0.207 -0.531
O 11.098 16.013 21.028 0.045 0.086 -0.321
O 0.581 11.553 21.074 0.262 -0.339 -0.167
O 14.579 12.074 21.943 0.219 -0.263 0.137
O 5.23 12.092 21.563 -0.202 -0.06 0.05
O 15.315 1.105 28.31 -0.194 0.046 0.053
O 7.302 2.339 24.537 -0.1 0.164 -0.216
O 4.041 15.939 22.433 -0.207 -0.146 -0.111
O 0.274 5.811 26.48 -0.317 -0.003 -0.418
O 15.5 5.997 28.973 -0.061 -0.127 -0.157
O 1.221 8.145 27.463 -0.142 -0.083 -0.05
O 2.857 6.336 26.311 -0.013 -0.023 -0.248
O 16.202 6.053 22.443 -0.021 0.257 -0.009
O 1.234 8.801 30.569 -0.039 0.013 0.034
O 2.565 9.861 21.68 -0.026 -0.095 -0.074
O 3.242 8.808 24.052 0.011 -0.442 0.092
O 6.618 0.098 23.467 -0.098 -0.124 -0.304
O 0.547 15.052 25.994 -0.004 -0.13 0.133
O 3.261 15.791 25.634 -0.086 0.164 0.137
O 11.666 3.436 22.235 0.219 0.017 -0.135
O 6.183 6.31 29.309 -0.17 0.162 -0.202
O 7.219 4.853 24.926 0.145 0.17 -0.036
O 7.613 11.538 25.68 -0.268 -0.166 -0.423
O 6.196 8.37 23.62 0.034 -0.005 -0.204
O 4.801 12.744 28.775 -0.239 -0.266 -0.133
O 0.463 10.667 27.691 -0.007 0.116 0.151
O 6.152 0.282 25.961 -0.05 -0.172 -0.14
O 4.706 13.687 23.629 -0.085 -0.161 -0.117
O 10.734 1.83 26.8 0.136 0.06 0.174
O 13.354 2.407 26.97 -0.139 -0.183 0.039
O 11.662 4.349 27.697 0.02 0.101 -0.072
O 15.86 3.304 26.971 0.163 0.139 0.134
O 7.396 12.058 28.222 0.106 -0.174 0.027
O 10.184 8.235 26.096 -0.128 -0.252 -0.009
O 14.144 11.011 27.656 -0.037 0.073 -0.065
O 0.533 6.328 31.161 -0.325 -0.039 -0.109
O 9.626 12.414 24.178 -0.07 -0.278 -0.329
O 8.062 10.369 23.339 -0.11 -0.223 -0.05
O 9.812 12.42 26.828 0.109 -0.196 -0.139
O 14.661 9.358 23.588 0.065 0.226 0.114
O 15.434 14.953 28.16 0.314 -0.105 -0.058
O 2.637 14.089 27.544 0.075 0.044 -0.208
O 0.887 3.592 32.633 -0.224 -0.034 0.314
O 5.832 3.653 29.872 -0.231 0.11 0.095
O 4.527 4.554 25.377 -0.045 -0.261 0.15
O 1.732 5.961 28.72 -0.143 0.14 0.118
O 5.813 6.773 25.912 -0.153 0.01 0.196
O 2.578 10.084 26.296 -0.088 0.022 -0.257
O 0.089 9.349 25.46 -0.196 -0.147 -0.157
O 0.106 11.219 23.618 -0.093 0.16 0.057
O 4.666 1.727 31.501 0.054 -0.206 0.134
O 6.956 13.769 30.024 -0.171 0.006 -0.154
O 8.874 0.381 25.318 -0.026 -0.016 -0.201
O 5.859 1.067 29.238 0.088 -0.039 -0.141
O 11.957 2.167 29.218 0.044 -0.082 -0.161
O 7.673 8.636 25.678 0.121 -0.087 -0.452
O 5.073 9.261 25.872 0.049 -0.084 -0.169
O 6.424 4.552 27.423 -0.175 -0.305 -0.048
O 8.334 7.224 30.573 0.035 0.053 0.057
O 12.223 9.672 32.151 -0.086 -0.414 -0.004
O 4.079 1.17 27.281 0.176 0.095 -0.17
O 6.073 11.305 30.495 -0.028 -0.152 0.403
O 11.504 15.934 25.577 0.083 0.187 -0.118
O 13.284 15.988 29.337 -0.014 0.109 0.108
O 12.425 9.107 26.986 -0.081 -0.04 0.016
O 12.212 4.538 30.259 0.022 -0.155 0.168
O 14.335 3.3 29.276 0.186 0.182 0.155
O 14.904 7.865 30.73 -0.036 -0.012 -0.156
O 12.483 9.959 29.494 -0.169 0.023 -0.067
O 14.087 14.85 25.845 0.235 0.292 -0.199
O 15.789 12.205 29.365 0.316 0.193 0.159
O 15.691 12.838 26.686 0.21 -0.169 -0.067
O 11.89 13.304 25.279 -0.124 -0.015 0.105
O 11.316 11.9 31.017 -0.121 -0.093 0.027
O 10.416 6.167 29.272 0.099 -0.153 0.107
O 2.11 2.003 30.936 -0.024 -0.037 0.112
O 2.994 4.577 31.28 0.068 0.175 0.058
O 7.308 1.963 31.254 0.165 0.054 -0.078
O 2.795 16.328 32.481 0.228 -0.286 0.198
O 15.595 16.075 30.585 0.112 -0.027 0.187
O 0.004 8.395 32.876 0.006 -0.116 0.325
O 0.675 3.973 30.019 0.066 0.116 -0.14
O 8.926 10.063 27.541 -0.005 0.012 -0.088
O 12.115 14.396 27.598 0.062 -0.043 0.122
O 0.382 15.229 32.757 -0.003 -0.228 -0.104
O 1.471 8.803 35.13 -0.081 -0.131 0.37
O 2.312 9.705 32.746 -0.053 0.23 0.186
O 4.855 5.904 32.855 0.197 0.186 -0.001
O 4.989 15.227 28.064 0.002 -0.158 -0.219
O 8.809 3.144 34.146 -0.206 0.374 0.065
O 9.626 1.353 32.302 0.286 0.288 0.182
O 8.166 7.6 28 0.153 -0.111 -0.112
O 6.388 8.891 29.625 0.25 -0.073 0.132
O 3.79 7.857 34.438 -0.335 0.254 -0.035
O 6.791 14.283 32.541 -0.098 -0.104 0.293
O 4.773 13.251 26.225 0.212 -0.142 -0.262
O 11.637 14.123 32.508 0.003 -0.075 0.018
O 7.831 8.812 34.506 0.096 -0.04 0.409
O 3.457 0.094 29.808 -0.058 -0.16 0.066
O 12.486 5.051 32.773 0.008 -0.046 -0.273
O 13.97 11.341 31.179 0.098 0.029 -0.026
O 14.549 8.528 28.319 -0.148 0.171 -0.093
O 3.093 7.3 31.6 -0.13 -0.097 -0.007
O 11.389 2.723 33.568 -0.089 0.084 -0.14
O 11.09 14.422 29.984 0.197 0.252 0.16
O 14.019 15.513 32.692 -0.141 0.255 0.008
O 15.329 13.551 31.546 0.008 -0.041 0.155
O 13.266 2.689 31.71 -0.119 0.016 -0.086
Si 16.362 16.365 5.556 -0.004 -0.034 -0.02
Si 2.752 2.648 5.619 -0.09 -0.072 0.007
Si 16.365 5.461 5.549 0.05 0.041 0.031
Si 2.699 8.189 5.543 0.042 -0.021 -0.01
Si 16.364 10.944 5.514 0.007 -0.014 -0.033
Si 2.726 13.638 5.54 -0.019 0.03 -0.038
Si 5.501 16.352 5.521 0.019 0.033 -0.053
Si 8.238 2.666 5.507 0.029 0.106 -0.033
Si 5.447 5.462 5.551 0.016 -0.039 -0.003
Si 8.176 8.209 5.543 -0.014 -0.012 -0.026
Si 5.425 10.935 5.558 0.009 -0.02 -0.017
Si 8.209 13.646 5.525 0.024 0.036 -0.046
Si 10.949 16.373 5.472 0.025 -0.018 -0.115
Si 13.632 2.701 5.509 -0.018 -0.013 -0.036
Si 10.898 5.452 5.542 -0.052 -0.011 -0.033
Si 13.661 8.168 5.532 -0.035 0.047 -0.041
Si 10.919 10.927 5.514 0.018 -0.034 -0.024
Si 13.695 13.627 5.495 0.028 0.054 -0.035
Si 1.338 1.307 6.935 0.078 -0.015 -0.006
Si 4.097 4.079 6.927 -0.004 0.04 0.007
Si 1.335 6.821 6.91 -0.07 0.051 0.01
Si 4.071 9.547 6.914 0.012 0.001 0.005
Si 1.345 12.277 6.899 0.016 -0.027 0.011
Si 4.104 15.006 6.895 0.017 -0.022 -0.043
Si 6.859 1.324 6.89 -0.034 -0.017 -0.01
Si 9.555 4.059 6.897 -0.009 0.001 0.017
Si 6.82 6.825 6.911 -0.006 -0.032 -0.01
Si 9.559 9.561 6.898 -0.021 0.002 -0.017
Si 6.831 12.283 6.899 -0.018 0.014 -0.009
Si 9.588 15.013 6.875 -0.064 0.025 -0.002
Si 12.288 1.326 6.884 -0.002 0.008 -0.003
Si 14.997 4.071 6.89 0.001 0.005 -0.04
Si 12.286 6.805 6.894 0.046 -0.07 -0.016
Si 15.016 9.554 6.887 0.012 -0.002 0.006
Si 12.304 12.28 6.874 -0.036 0.019 0.007
Si 15.015 14.988 6.909 0.015 0.003 0.034
Si 16.374 2.709 8.263 0.002 -0.018 0.016
Si 2.726 16.354 8.274 -0.027 0.012 0.018
Si 16.369 8.185 8.268 0.046 -0.006 0.009
Si 2.704 5.447 8.273 0.008 -0.018 0.008
Si 16.385 13.632 8.277 0.017 0.034 -0.009
Si 2.695 10.902 8.274 -0.002 -0.007 -0.002
Si 5.481 2.699 8.258 0.035 0.011 -0.005
Si 8.219 16.362 8.262 0.027 0.006 -0.003
Si 5.441 8.177 8.28 -0.003 0.005 -0.008
Si 8.186 5.433 8.257 -0.028 -0.024 0.004
Si 5.459 13.637 8.266 -0.003 0.007 0.001
Si 8.185 10.904 8.272 0.014 0.01 0.013
Si 10.932 2.699 8.258 0.01 0.008 0
Si 13.651 16.365 8.267 -0.005 -0.03 -0.007
Si 10.92 8.173 8.253 -0.03 0.004 0.003
Si 13.642 5.436 8.26 0.004 0.021 0.024
Si 10.939 13.637 8.259 0.015 0.013 -0.01
Si 13.646 10.904 8.26 -0.006 -0.005 -0.012
Si 1.331 4.082 9.636 0.017 0.013 0.016
Si 4.091 1.343 9.616 -0.013 -0.011 -0.012
Si 1.332 9.533 9.643 -0.014 0 0.013
Si 4.068 6.81 9.648 0.019 0.017 0.004
Si 1.35 14.999 9.639 0.027 -0.039 0.011
Si 4.079 12.267 9.622 0.023 0.001 -0.019
Si 6.826 4.073 9.633 -0.022 -0.001 0.006
Si 9.576 1.333 9.631 -0.036 -0.004 -0.009
Si 6.82 9.528 9.644 -0.016 -0.005 0.004
Si 9.561 6.795 9.62 0.01 -0.01 -0.007
Si 6.838 14.997 9.622 -0.017 -0.004 -0.013
Si 9.572 12.254 9.631 -0.037 -0.001 -0.005
Si 12.292 4.068 9.628 -0.003 -0.026 -0.002
Si 15.019 1.339 9.633 0.009 0.003 -0.001
Si 12.293 9.52 9.626 -0.008 0.022 0.005
Si 15.005 6.804 9.626 -0.006 -0.03 -0.004
Si 12.301 14.994 9.643 -0.014 0.035 -0.002
Si 15.018 12.256 9.637 0.005 0.014 -0.011

Results
total energy: -115452.599 eV
total energy less fixed offsets of O -438.35, Si -107.03 eV per atom: 13.741 eV
